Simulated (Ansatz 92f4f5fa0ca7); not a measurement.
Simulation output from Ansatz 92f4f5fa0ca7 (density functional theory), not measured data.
Periodic cell of 363 atoms, Si241O122, from a study of silicon, its oxide and their interface. The atomic structure is a simulated model.
Doubt: the cutoff is far below the 930 eV that the study's wrapper takes by default for these files, so forces and energies are approximate.

Settings
functional: PBE
potential files: Ansatz PAW
basis: plane waves
wave-function cutoff: 580 eV
density cutoff ratio: 5
exchange-correlation grid ratio: 1
k mesh: 1 x 1 x 1, Gamma-centred
self-consistency stop: 5e-08 eV per atom in the density residual
occupations: fixed
spin: none
net charge: 0

Cell vectors (angstrom)
a  11.6015  0  0
b  0  13.3963  0
c  0  0  41.1801

Atoms and the computed forces on them: element, x, y, z (angstrom), force x, y, z (eV/angstrom)
Si  0  2.2327  1.1851  0.0906  0.008  -0.0352
Si  3.8672  2.2327  1.1851  -0.0272  0.0373  0.045
Si  7.7343  2.2327  1.1851  -0.0053  -0.0471  0.0562
Si  1.9336  5.5818  1.1851  -0.0575  -0.0654  -0.05
Si  5.8008  5.5818  1.1851  0.0235  -0.0435  -0.0317
Si  9.6679  5.5818  1.1851  0.0681  0.0214  0.0435
Si  0  8.9308  1.1851  -0.0226  0.0079  0.032
Si  3.8672  8.9308  1.1851  -0.0142  0.0101  -0.0174
Si  7.7343  8.9308  1.1851  -0.0043  0.0072  -0.028
Si  1.9336  12.2799  1.1851  -0.0003  0.0027  0.0089
Si  5.8008  12.2799  1.1851  0.0076  -0.0008  0.0476
Si  9.6679  12.2799  1.1851  0.0023  0.038  -0.0021
Si  1.9336  1.1164  1.9745  -0.124  0.0198  0.0008
Si  5.8008  1.1164  1.9745  -0.0106  0.0752  -0.0252
Si  9.6679  1.1164  1.9745  0.0927  -0.1056  -0.0396
Si  0  4.4654  1.9745  0.0927  0.0127  0.0245
Si  3.8672  4.4654  1.9745  -0.0149  0.0367  -0.0113
Si  7.7343  4.4654  1.9745  -0.1239  0.1081  -0.0289
Si  1.9336  7.8145  1.9745  0.0733  -0.0176  -0.0183
Si  5.8008  7.8145  1.9745  0.0188  -0.0189  -0.0127
Si  9.6679  7.8145  1.9745  -0.0708  0.062  0.0192
Si  0  11.1635  1.9745  -0.0107  0.0163  0.0034
Si  3.8672  11.1635  1.9745  -0.0741  -0.0636  -0.0193
Si  7.7343  11.1635  1.9745  -0.0353  -0.0564  -0.0121
Si  1.9336  1.1164  4.3426  -0.2519  0.062  0.0497
Si  5.8008  1.1164  4.3426  -0.1086  0.2185  -0.0113
Si  9.6679  1.1164  4.3426  0.2844  -0.2243  -0.0425
Si  0  4.4654  4.3426  0.2323  0.0011  -0.5873
Si  3.8672  4.4654  4.3426  -0.0107  0.0954  -0.0057
Si  7.7343  4.4654  4.3426  -0.2979  0.2893  0.0278
Si  1.9336  7.8145  4.3426  0.1562  -0.0518  -0.0131
Si  5.8008  7.8145  4.3426  0.0328  -0.0684  0.1422
Si  9.6679  7.8145  4.3426  -0.1889  0.2038  0.2778
Si  0  11.1635  4.3426  -0.0351  0.1313  0.1155
Si  3.8672  11.1635  4.3426  -0.2306  -0.1682  -0.0384
Si  7.7343  11.1635  4.3426  -0.0619  -0.0918  -0.1487
Si  0  0  36.8396  0.1802  -0.0737  -0.4711
Si  3.8672  0  36.8396  -0.3132  0.2443  -0.1082
Si  7.7343  0  36.8396  -0.2427  -0.2533  -0.5935
Si  1.9336  3.3491  36.8396  0.1707  0.1998  -1.4864
Si  5.8008  3.3491  36.8396  0.1716  -0.436  -0.1913
Si  9.6679  3.3491  36.8396  0.2197  0.0165  1.1342
Si  0  6.6981  36.8396  0.3129  0.4424  -0.2317
Si  3.8672  6.6981  36.8396  -0.0087  -0.1537  0.794
Si  7.7343  6.6981  36.8396  0.3858  -0.0161  0.2391
Si  1.9336  10.0472  36.8396  -0.1842  -0.1053  0.4079
Si  5.8008  10.0472  36.8396  0.0195  0.0211  0.1948
Si  9.6679  10.0472  36.8396  -0.1321  0.0123  0.204
Si  0  0  39.2077  0.0435  0.0103  0.0189
Si  3.8672  0  39.2077  -0.1208  0.0712  -0.001
Si  7.7343  0  39.2077  -0.0299  -0.0673  0.0389
Si  1.9336  3.3491  39.2077  0.0167  0.0772  0.0958
Si  5.8008  3.3491  39.2077  0.0907  -0.1765  0.0352
Si  9.6679  3.3491  39.2077  0.1745  0.0247  -0.0295
Si  0  6.6981  39.2077  0.1904  0.1881  0.0526
Si  3.8672  6.6981  39.2077  -0.1141  -0.1522  -0.0554
Si  7.7343  6.6981  39.2077  0.091  -0.0112  0.0158
Si  1.9336  10.0472  39.2077  -0.1473  -0.0546  0.0114
Si  5.8008  10.0472  39.2077  0.0068  -0.031  0.0135
Si  9.6679  10.0472  39.2077  -0.0434  -0.0145  -0.007
Si  0  2.2327  39.9971  -0.1224  0.0059  -0.0143
Si  3.8672  2.2327  39.9971  0.022  -0.0371  -0.0717
Si  7.7343  2.2327  39.9971  0.0399  0.0561  -0.0116
Si  1.9336  5.5818  39.9971  0.0512  0.0865  0.0426
Si  5.8008  5.5818  39.9971  -0.0392  0.0612  -0.0391
Si  9.6679  5.5818  39.9971  -0.0778  -0.046  -0.0151
Si  0  8.9308  39.9971  0.0278  0.0033  0.0712
Si  3.8672  8.9308  39.9971  0.007  -0.002  -0.0192
Si  7.7343  8.9308  39.9971  -0.0024  0.0083  0.0305
Si  1.9336  12.2799  39.9971  0.0034  -0.0204  -0.0004
Si  5.8008  12.2799  39.9971  -0.0054  -0.025  -0.0522
Si  9.6679  12.2799  39.9971  0.0068  -0.0434  -0.0331
Si  3.9539  -4.615  21.8432  -0.0107  -0.0076  -0.0214
Si  3.818  -0.2189  30.2042  0.0016  0.0028  0.0118
Si  11.3145  -4.4447  32.5018  0.0367  -0.0058  -0.002
Si  -0.7917  -0.4774  27.4634  -0.0175  0.0098  0.0218
Si  11.3785  -0.8344  29.727  0.0271  -0.0025  0.0063
Si  6.1137  0.0966  26.0253  -0.0112  0.0027  -0.0056
Si  -3.7592  11.9253  27.7334  -0.01  -0.0062  0.0362
Si  9.5381  10.6447  23.8719  0.0021  0.0022  0.0026
Si  3.2465  7.1121  20.098  0.0144  0.0072  0.003
Si  5.6264  16.5602  25.905  0.0134  0.0006  0.0059
Si  1.6519  6.9178  28.042  0.0021  -0.0033  -0.0172
Si  8.6035  13.6866  31.1796  -0.0391  -0.0204  -0.0351
Si  -0.5527  8.6432  22.5618  0.0064  -0.0067  0.0017
Si  1.5791  2.316  21.2915  -0.0133  -0.0043  -0.0055
Si  7.7194  -1.5088  29.9694  0.0218  0.0332  0.0033
Si  -2.6154  9.9521  21.2286  -0.0034  -0.0035  -0.0091
Si  11.4092  2.0599  32.4441  -0.0222  -0.0011  -0.02
Si  15.0727  4.3048  32.3381  -0.0089  -0.01  0.012
Si  -3.3065  5.1459  23.649  -0.0156  -0.0105  0.0113
Si  1.9068  11.8541  30.62  -0.0132  -0.014  -0.0034
Si  9.3014  7.0682  29.548  0.002  0.0143  0.002
Si  1.8351  8.1316  32.015  -0.0018  0.0064  0.0272
Si  3.5174  13.8406  22.7699  -0.0029  -0.0029  0.0095
Si  9.7674  10.927  30.4989  0.01  -0.0665  -0.0934
Si  -4.911  7.963  30.6348  0.0156  0.0122  0.0137
Si  5.5082  -1.8937  30.5441  0.0141  -0.0025  -0.0124
Si  7.4271  1.6193  32.6769  0.0011  -0.0125  0.0001
Si  2.4965  9.5572  30.2178  -0.0045  0.013  -0.0054
Si  2.8254  2.2472  25.3412  0.0017  -0.0061  -0.0037
Si  6.9181  3.9551  32.5686  0.0131  0.0273  -0.0259
Si  -0.7959  8.873  30.1089  -0.0306  0.0371  -0.0046
Si  4.8636  9.3102  29.7757  -0.0059  0.0134  0.0317
Si  7.4543  8.3253  32.9086  0.0038  0.0013  -0.0006
Si  1.7284  12.0368  32.9547  0.0157  0.0031  0.0094
Si  5.5433  11.5992  32.9213  -0.028  -0.0052  0.0034
Si  9.3801  11.8051  32.5977  -0.0107  0.0293  0.1337
Si  1.7632  0.9415  33.4646  -0.0031  -0.014  0.0053
Si  5.5861  0.5234  33.5936  0.0116  0.0171  0.0017
Si  9.4769  1.9127  33.8784  0.0014  -0.0049  0.0172
Si  -0.9652  5.38  33.8764  -0.0108  0.0231  0.0005
Si  5.0855  4.9975  33.8  -0.0076  -0.0085  0.0012
Si  8.707  4.1412  34.015  0.0048  -0.0129  0.0053
Si  3.2406  8.4014  33.856  0.02  -0.0236  -0.0118
Si  5.4412  7.3682  33.9158  -0.0288  0.0158  0.0146
Si  9.7193  7.5911  33.682  0.0018  -0.0352  0.0101
Si  -0.2408  11.0585  33.6617  -0.0371  0.0044  -0.0326
Si  3.5499  10.7799  33.8626  0.0106  0.0131  -0.0081
Si  7.5576  10.6431  33.6421  0.0401  0.0205  -0.0186
Si  1.9186  1.1193  35.9285  0.0014  0.0004  0.0074
Si  5.7736  1.0661  35.9729  0.0007  -0.0005  0.0031
Si  9.6673  1.1295  36.0897  0.0049  0.0063  -0.0179
Si  -0.0585  4.5265  36.0119  0.0018  0.0003  0.0099
Si  3.9676  4.4947  35.984  0.0193  0.0056  0.0064
Si  7.7612  4.454  36.1332  0.0185  -0.0006  0.0058
Si  2.026  7.8563  35.962  -0.0019  -0.0006  0.0031
Si  5.7954  7.7921  36.1667  0.005  0.0006  -0.0002
Si  9.6732  7.839  36.0502  0.0134  -0.0016  -0.0035
Si  -0.0207  11.1362  36.0304  0.0035  -0.003  0.0226
Si  3.8477  11.1661  36.1357  -0.0029  -0.003  -0.0006
Si  7.7294  11.1137  36.0024  -0.0007  0.0005  0.0107
Si  0.0139  -0.0137  5.2126  -0.0027  0.003  -0.0001
Si  3.8559  0  5.0697  -0.0013  -0.0008  -0.0142
Si  7.7301  -0.0031  5.0746  0.0022  -0.0007  -0.0086
Si  1.9287  3.3611  5.1303  -0.0032  0.0019  -0.0055
Si  5.7874  3.3641  5.1673  0.0031  0.0061  -0.0053
Si  9.672  3.3608  5.0019  0.0041  0.0023  0.0172
Si  0.0008  6.6904  5.0703  -0.0003  -0.0021  0.0002
Si  3.8763  6.6944  5.1659  -0.0002  -0.0005  -0.0057
Si  7.7329  6.7127  5.1974  -0.0021  -0.0036  -0.0067
Si  1.9095  10.0309  5.151  0.0021  0.0046  -0.0044
Si  5.7863  10.0466  5.1299  0.0013  0.0012  -0.0005
Si  9.6627  10.0832  5.16  -0.0044  -0.0087  0.0071
Si  0.0375  -0.0194  7.6563  -0.003  -0.0045  0.0033
Si  3.7975  -0.0122  7.394  0.0014  0.0098  0.006
Si  7.7041  0.0507  7.4028  -0.0063  -0.006  0.0025
Si  1.8847  3.4274  7.497  0.0064  -0.0061  0.0018
Si  5.7202  3.4253  7.5603  -0.0035  -0.0053  -0.0045
Si  9.645  3.3529  7.2952  -0.0041  0.003  -0.0062
Si  -0.0483  6.6895  7.3992  -0.0005  0.0085  -0.002
Si  3.8875  6.6995  7.5633  -0.0056  0.0038  0.0026
Si  7.7274  6.7649  7.619  -0.0036  -0.0039  -0.001
Si  1.7993  9.9602  7.531  0.0036  0.0066  0.0003
Si  5.6658  10.0853  7.495  -0.011  0.0039  0.0051
Si  9.5536  10.2025  7.5502  0.0125  -0.0034  -0.0015
Si  -0.0478  2.2811  8.1956  0.0055  0.0031  -0.0028
Si  3.76  2.2185  8.2246  -0.0018  -0.007  0.0159
Si  7.7064  2.2992  8.0497  -0.0022  0.003  -0.0079
Si  1.8973  5.6652  8.3055  -0.0084  -0.0032  0.006
Si  5.8121  5.6342  8.4953  0.0106  0.0025  -0.0127
Si  3.9852  4.7668  14.698  -0.0225  0.0262  -0.0242
Si  -0.2375  8.8669  8.2678  -0.0056  -0.0071  0.0079
Si  3.7627  8.9121  8.3415  0.0064  -0.0004  -0.0036
Si  7.6321  9.098  8.3283  -0.0011  0.006  0.0228
Si  2.0102  12.141  8.3963  -0.009  -0.0071  0.0001
Si  5.7576  12.3491  8.1742  0.0049  0.0064  -0.0032
Si  9.5822  12.4731  8.4425  0.0075  -0.0088  -0.0039
Si  -3.1471  2.3835  10.2295  -0.0056  0.0056  0.0029
Si  5.9056  8.1845  11.6158  -0.0086  0.0011  0.0033
Si  6.3001  -1.1895  14.4946  0.0111  0.0098  -0.0156
Si  -1.6966  5.6641  10.5785  0.0084  0.0173  -0.0157
Si  10.8776  7.9387  10.4242  -0.0095  0.0142  -0.0199
Si  7.5534  9.7425  10.6298  0.0144  -0.0108  -0.0287
Si  -2.5004  8.8894  13.8843  -0.0076  0.0251  -0.0382
Si  1.4753  3.6649  16.2107  0.0143  -0.0033  -0.0127
Si  6.0235  3.7691  22.8498  -0.006  0.002  0.0079
Si  -1.1604  14.3694  11.9706  -0.0012  -0.0075  0.0053
Si  5.6112  10.034  15.0525  -0.0002  -0.0289  -0.0016
Si  6.7652  8.2509  13.8897  -0.0154  -0.0008  0.0193
Si  -0.7208  2.6111  10.4065  0.0081  -0.0088  0.0061
Si  3.6739  1.8761  10.5423  -0.0008  -0.0069  -0.0061
Si  13.6123  0.9003  17.1483  -0.0039  0.0001  0.0044
Si  0.9784  3.4178  24.2491  0.002  -0.0057  -0.0051
Si  9.6817  5.5212  8.2276  0.0076  0.0014  0.0074
Si  8.8395  -0.068  10.6304  0.0109  -0.0044  0.0058
Si  6.5632  3.7215  15.4116  0.0051  -0.0148  -0.0088
Si  5.1428  12.6083  10.4424  -0.0028  -0.0199  -0.0037
Si  13.0499  7.8928  11.4464  -0.0028  0.0159  0.0107
Si  -5.6286  5.7823  10.945  0.0072  -0.0022  -0.0018
Si  0.1145  17.885  11.5405  -0.0049  0.0089  -0.0002
Si  11.9248  9.0727  13.2355  0.0341  -0.001  0.0164
O  12.1665  -8.6311  17.0065  -0.0043  -0.009  0.0032
O  37.6199  -3.5741  22.5105  0.0029  -0.0004  0.0039
O  14.5187  -9.0967  15.8092  0.0231  0.0109  -0.0293
O  44.6709  9.2483  17.5174  -0.0031  -0.0145  0.0131
O  12.3264  16.6712  14.7873  -0.007  -0.0008  0.0037
O  -17.4511  -9.4483  24.459  0.0015  0.0012  -0.0076
O  13.8257  1.2519  11.0826  0.0011  -0.0076  0.0178
O  -16.3891  -13.6178  27.4464  0.0194  -0.01  0.0219
O  10.2196  10.8219  20.552  -0.0049  0.0009  0.0034
O  36.9873  12.0643  11.8476  -0.0169  0.0047  0.0086
O  2.7474  9.426  16.5558  -0.0003  -0.001  0.0011
O  -1.9954  -18.2892  21.7545  -0.0044  -0.0019  0.0018
O  1.3448  -10.3009  22.7017  0.0006  -0.0073  0.0082
O  3.2582  -6.641  27.7244  0.012  0.0035  0.0012
O  0.5245  -4.6726  21.3502  -0.0016  -0.0012  0.003
O  -5.0851  18.769  18.6385  0.0112  0.048  -0.0154
O  10.2933  32.6643  25.6668  0.0069  0.0062  -0.0099
O  -18.6388  -13.7582  26.1554  0.0034  0.0005  0.0072
O  19.3324  -3.5438  20.213  0.0089  0.0006  0.0038
O  23.5187  19.2819  14.6473  -0.0028  -0.0105  0.0038
O  6.668  15.7141  22.5199  -0.0012  -0.01  -0.0069
O  4.9843  8.7815  28.1787  -0.0041  -0.0105  -0.0116
O  13.9683  -12.3266  26.4238  -0.0038  0.0007  0.0033
O  1.7244  -10.9114  17.2926  0.0025  -0.0107  0.0008
Si  10.8448  5.4925  27.1729  -0.0019  0.0024  0.0044
Si  14.32  -3.2588  15.0931  -0.012  -0.0211  -0.0108
Si  -0.1019  -8.9515  13.9315  -0.0145  -0.003  0.0226
Si  -9.9514  5.9791  31.0301  -0.0341  0.0108  0.0281
Si  6.3253  17.17  18.4923  -0.009  0.0005  0.0011
Si  25.4506  11.9364  18.8242  0.0161  -0.0159  0.012
Si  7.3973  -0.6962  17.2571  -0.0073  0.0004  0.0006
Si  1.9281  -7.7007  10.6876  -0.0041  0.0104  -0.0035
Si  10.085  2.4574  28.1001  0.0102  -0.0027  0.0167
Si  -0.3452  -1.3589  20.1747  0.0045  -0.0057  0.0036
Si  14.9174  -13.4517  27.168  -0.0051  -0.0101  -0.0095
Si  -4.7594  -6.4722  18.3422  0.0222  -0.0174  -0.028
Si  10.9721  6.029  24.1734  -0.0054  -0.0065  0.0144
Si  14.6542  11.4761  10.5479  0.0257  -0.0004  -0.0129
Si  26.1817  24.2594  23.7963  -0.012  0.0106  -0.0058
Si  -1.8694  -10.9585  23.9525  -0.0053  0.0028  0.0176
Si  19.9039  -0.1814  24.0706  -0.0061  -0.0037  0.014
Si  9.4211  10.4878  16.5602  0.0037  0.0005  -0.0067
Si  5.2454  -2.5026  18.1809  -0.0083  -0.0105  0.0142
Si  17.7689  9.4894  19.841  -0.0108  0.0003  0.0068
Si  7.2591  17.216  27.6738  -0.012  -0.0012  0.0026
Si  0.5396  4.3575  32.4226  -0.0254  0.0118  -0.0044
Si  3.7688  14.6595  32.1978  -0.0097  -0.0274  -0.0022
Si  22.4096  14.8954  21.0501  0.0271  0.0094  0.0124
Si  7.9793  -9.0216  11.4991  -0.0285  -0.0001  -0.0076
Si  11.8949  -7.1951  16.2654  0.001  0.0179  -0.0129
Si  18.7057  -1.4467  11.4509  -0.0099  0.0146  -0.0165
Si  -1.7113  -5.7145  17.9792  -0.026  -0.0024  -0.0081
Si  8.7912  3.225  13.5121  0.0086  -0.0095  0.0337
Si  19.7441  1.5045  19.319  -0.0046  -0.0036  -0.0037
Si  3.8802  -8.5571  11.6467  -0.0033  0.0062  0.0319
Si  1.4051  11.0294  26.5727  0.0027  0.0146  -0.0064
Si  9.6906  -3.9165  11.7113  -0.0159  -0.0279  0.0261
Si  18.1583  0.8335  21.8741  -0.0083  0.0015  0.0051
Si  -4.4029  5.0733  30.5108  -0.0187  -0.0037  0.0332
Si  1.0322  9.1767  28.3692  -0.0011  -0.0227  0.0124
Si  15.6094  4.0623  20.4808  -0.0073  0.0012  0.0072
Si  0.5886  -5.4141  19.9083  0.0176  0.0067  0.0034
Si  18.9214  19.8746  26.2934  -0.0111  -0.0176  0.0156
Si  7.7475  -4.0602  25.9555  0.0021  -0.0072  0.0108
Si  24.9757  0.1965  12.2758  0.0247  -0.0017  -0.0285
Si  16.1275  7.5972  27.1379  0.0008  -0.0039  -0.004
Si  -12.6583  14.7263  30.3253  0.0027  0.0267  0.0127
Si  23.2264  -1.1033  17.2226  -0.0016  -0.0175  -0.0077
Si  -8.0789  9.0909  10.7146  -0.0028  0.0012  0.0035
Si  3.405  -0.1834  14.7816  0.0033  -0.0106  -0.0154
Si  17.7741  6.6386  15.4078  -0.0421  -0.0033  0.042
Si  2.2504  -5.0857  17.6029  0.0095  0.0032  -0.001
Si  -6.6333  22.375  24.5409  -0.004  -0.0041  0.0038
O  1.6319  -6.6466  20.1687  -0.0112  -0.0062  0.006
O  6.1893  16.6806  16.9364  0.0025  0.0045  -0.0059
O  -21.9562  19.6151  29.4756  -0.0121  -0.0047  -0.0022
O  27.1932  16.508  26.1539  -0.009  0.0103  0.0135
O  18.7751  -8.5044  22.4739  0.0031  0.0029  0.0007
O  6.1506  34.6747  19.4652  0.0033  -0.0054  -0.0056
O  -6.66  -0.2863  14.2567  -0.0071  -0.0038  0.011
O  -14.2753  1.2055  24.626  0.002  -0.0042  -0.004
O  0.8194  5.9418  27.0236  -0.0021  0.0083  0.0051
O  20.9284  -27.8967  27.173  0.0029  -0.0017  -0.0163
O  8.4561  10.5926  22.6338  -0.0028  -0.001  -0.0003
O  32.7798  -1.1815  24.2368  -0.0053  -0.0033  0.0014
O  18.6202  27.6248  20.3117  -0.0012  0.0018  0.0027
O  8.4373  20.541  18.3844  -0.0447  -0.015  -0.0009
O  39.4977  -18.6825  23.1714  0.0066  -0.0039  0.0024
O  17.7794  -7.0213  30.5893  -0.0002  -0.033  0.0023
O  27.6733  10.5245  24.3798  -0.0004  -0.0047  -0.0004
O  1.5038  20.593  16.6813  -0.01  -0.0128  0.0038
O  -16.0229  12.1188  13.1106  -0.007  -0.0051  0.0309
O  -9.2255  -13.2119  18.5873  -0.0033  0.0029  -0.0067
O  23.0458  -19.2795  23.6749  -0.002  0.0037  -0.0031
O  -3.138  29.4727  27.7961  -0.0078  0.001  -0.0004
O  40.7826  -14.4279  18.0135  0.0123  -0.0005  -0.0024
O  8.7215  3.6847  24.2617  0.0038  -0.0013  -0.007
O  -25.0709  5.7257  23.1205  -0.0001  0.0044  -0.0076
O  10.461  6.7926  16.7409  0.0023  -0.0035  0.0079
O  8.2977  24.7302  17.3782  -0.0037  0.005  0.0063
O  15.6865  8.3031  25.7391  0.0039  -0.0018  0.0022
O  11.7805  0.2578  12.6018  -0.0358  0.0104  0.004
O  7.1779  26.3774  15.6575  -0.0061  -0.0101  0.0042
O  9.091  36.5208  25.1334  0.0014  0.0039  -0.0017
O  17.9014  7.361  16.8704  0.0238  -0.0409  -0.0059
O  -0.5749  -0.1321  21.2346  -0.0078  -0.0015  0.0003
O  2.5335  43.5289  20.3972  -0.0018  -0.0001  0.0039
O  15.6576  -10.1715  11.3738  0  -0.0139  0.0017
O  -19.2937  16.2436  31.6952  0.0149  0.0194  -0.0139
O  1.8966  10.6336  25.0387  0.0052  -0.0071  -0.0051
O  10.8609  12.5434  18.6567  0.0012  0.0005  -0.0035
O  -4.0327  19.5481  24.7171  0.0039  0.001  -0.0076
O  2.7648  11.7614  15.1487  0.007  0.0051  0.0034
O  22.3727  -5.9339  19.3336  -0.0004  -0.0027  0.0015
O  19.2579  16.4333  19.0599  0.0003  0.0003  -0.002
O  14.1757  -14.8995  27.3529  0.0032  0.0076  0.0029
O  19.7117  13.9881  17.9538  0.0006  0  0.0072
O  28.3802  30.4441  14.5435  -0.0027  0.0149  0.0084
O  -10.2211  -17.0742  14.2885  0.0178  -0.0062  0.0063
O  8.0335  21.2938  26.6788  -0.0006  0.0073  -0.01
O  21.4946  -9.1718  14.213  0.0137  0.0108  0.0011
O  28.0819  0.8087  10.8778  -0.0034  0.0109  0.0054
O  -0.9066  -5.0544  14.1299  0.0036  -0.0229  0.0165
O  27.8051  6.1844  15.2283  0.0288  -0.0315  0.0058
O  10.6824  -12.2209  27.2236  0.0051  -0.0012  -0.0133
O  25.7634  -12.8043  13.6352  0.0114  -0.0023  0.0154
O  15.7202  9.6922  14.3649  -0.018  0.0092  0.0023
O  30.575  -2.8826  27.014  0.0003  -0.0074  -0.0059
O  9.6869  28.4475  19.8508  -0.005  -0.0022  -0.0023
O  36.0855  11.6649  20.1458  -0.0039  0.0006  -0.0048
O  12.2792  -21.7484  24.1764  0.0001  -0.0045  0.0039
O  2.943  -0.9916  23.2883  0.0027  -0.003  0.001
O  -0.4841  -3.1356  12.3419  0.0073  0.0121  -0.0203
O  -15.2634  -8.1712  27.1395  -0.0067  -0.0048  0.0073
O  50.176  13.8591  28.6588  0.0034  0.0032  0.0072
O  28.2342  -39.9104  22.1327  0.0061  -0.0012  -0.0023
O  22.592  10.0759  23.3723  -0.0034  -0.0003  0.0002
O  6.543  9.042  24.9004  -0.0014  0.0003  0.0038
O  18.3697  4.1272  29.2239  -0.0045  -0.0131  -0.0151
O  5.1368  23.0709  21.1054  0.0026  0.0007  -0.0024
O  28.1886  -23.4149  19.3512  0.0045  -0.0007  -0.0006
O  15.069  7.7055  18.543  0.0008  0.0022  0.0015
O  2.4985  14.3757  21.608  -0.0032  0.0018  0.0036
O  -5.8588  6.5584  26.7651  0.0039  0.0011  -0.0055
O  -0.8208  3.9046  27.6381  -0.0079  -0.0053  0.009
O  11.7592  -1.3  26.3898  0.0073  -0.0047  -0.0017
O  21.1754  15.2068  13.1344  0.0011  -0.0102  -0.0203
O  -17.8296  -30.0491  16.7112  0.0074  0.0112  0.002
O  12.19  0.2814  16.5683  -0.0012  -0.0015  0.0031
O  7.6831  2.8089  14.6628  -0.0062  0.0126  -0.0008
O  -17.0157  1.6583  25.6415  0.0006  -0.0057  0.0032
O  11.1725  -10.7104  24.6953  0.0013  0.0035  -0.0043
O  15.5773  5.6699  20.2206  0.0003  -0.0015  0.0015
O  8.8482  -16.8153  15.125  -0.0008  -0.0034  0.0007
O  10.0649  15.5426  22.3743  -0.0055  -0.0034  -0.0064
O  14.7613  -8.1062  31.0525  0.0357  -0.0263  -0.0001
O  -0.9327  24.8786  16.2044  0.0041  0.0039  0.0144
O  3.357  -8.3909  13.2159  0.0239  -0.0079  0.0452
O  3.2814  -12.6905  16.1396  -0.0054  0.0047  0.0137
O  -16.2071  -0.7066  24.9155  0.0108  0.0043  -0.0046
O  1.2196  -17.8532  18.7307  -0.0026  -0.0037  0.0021
O  7.9152  21.4014  29.482  0.0049  -0.0173  -0.0093
O  24.557  11.4081  17.5553  -0.0036  0.0028  0.0033
O  -4.4957  5.2755  15.4016  -0.0007  0.0042  0.003
O  7.7331  -13.4601  22.5551  0.0014  -0.0048  -0.0024
O  20.3616  19.088  30.3488  -0.0029  0.0055  0.0043
O  16.2502  17.3047  21.9883  0.0041  -0.0032  -0.0058
O  10.079  6.4837  28.2278  0.0029  -0.0065  -0.0037
O  26.7291  14.9041  24.0257  -0.0032  -0.0003  -0.0039
O  25.2512  -9.2169  33.2088  0.026  0.0079  -0.0066
O  -7.8919  38.0046  18.7639  -0.0095  0.0056  -0.0024

Results
free energy: -222570.801 eV
free energy less fixed offsets of O -568.88, Si -635.61 eV per atom: 14.569 eV

The program warned: the cutoff lies below the one the program advises for these potential files; the forces do not sum to zero within the program's tolerance; the exchange-correlation potential is rough where the density is thin.
